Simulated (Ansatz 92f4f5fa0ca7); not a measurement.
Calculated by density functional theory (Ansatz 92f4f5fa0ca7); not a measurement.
Periodic cell of 216 atoms, Si133O82H1, from a study of silicon, its oxide and their interface. The atomic structure is a simulated model.
Doubt: the cutoff is low for norm-conserving oxygen, so forces and energies are approximate.

Settings
functional: HSE06
potential files: SPMS norm-conserving
basis: plane waves
wave-function cutoff: 800 eV
density cutoff ratio: 4
exchange-correlation grid ratio: 1
k mesh: 1 x 1 x 1, Gamma-centred
occupations: fixed
spin: none
net charge: +1 e, with a uniform compensating background and no finite-size correction

Cell vectors (angstrom)
a	10.938	0	0
b	0	10.938	0
c	0	0	31.3223

Atoms: element, x, y, z (angstrom)
Si	0.2247	-0.7048	23.8955
Si	5.0166	0.3378	23.8892
Si	3.2242	2.1305	23.7455
Si	7.8803	3.0579	23.9523
Si	-0.6029	6.1229	23.9252
Si	6.1386	4.8942	23.9373
Si	2.1737	8.7638	23.9444
Si	8.5913	7.7377	24.2066
Si	1.3211	1.2559	24.9516
Si	6.7753	1.3655	25.1597
Si	4.1684	3.9754	25.0108
Si	9.5778	4.174	25.1307
Si	1.3439	6.8527	25.0798
Si	6.8129	6.714	25.2858
Si	3.9914	9.619	25.2122
Si	9.5636	9.4816	25.4078
Si	2.6578	0.0481	26.5593
Si	8.168	0.0277	26.5436
Si	0.0332	2.7195	26.4182
Si	5.4622	2.7309	26.5623
Si	2.7696	5.4243	26.4072
Si	8.241	5.441	26.6223
Si	0.0707	8.1377	26.6325
Si	5.4263	8.207	26.5083
Si	4.1018	1.3673	27.904
Si	9.5708	1.3673	27.904
Si	1.3673	4.1018	27.904
Si	6.8362	4.1018	27.904
Si	4.1018	6.8362	27.904
Si	9.5708	6.8362	27.904
Si	1.3673	9.5708	27.904
Si	6.8362	9.5708	27.904
Si	0	0	29.2713
Si	5.469	0	29.2713
Si	2.7345	2.7345	29.2713
Si	8.2035	2.7345	29.2713
Si	0	5.469	29.2713
Si	5.469	5.469	29.2713
Si	2.7345	8.2035	29.2713
Si	8.2035	8.2035	29.2713
Si	1.3673	1.3673	30.6385
Si	6.8362	1.3673	30.6385
Si	4.1018	4.1018	30.6385
Si	9.5708	4.1018	30.6385
Si	1.3673	6.8362	30.6385
Si	6.8362	6.8362	30.6385
Si	4.1018	9.5708	30.6385
Si	9.5708	9.5708	30.6385
Si	2.7345	0	0.6835
Si	8.2035	0	0.6835
Si	0	2.7345	0.6835
Si	5.469	2.7345	0.6835
Si	2.7345	5.469	0.6835
Si	8.2035	5.469	0.6835
Si	0	8.2035	0.6835
Si	5.469	8.2035	0.6835
Si	4.1018	1.3673	2.0507
Si	9.5708	1.3673	2.0507
Si	1.3673	4.1018	2.0507
Si	6.8362	4.1018	2.0507
Si	4.1018	6.8362	2.0507
Si	9.5708	6.8362	2.0507
Si	1.3673	9.5708	2.0507
Si	6.8362	9.5708	2.0507
Si	0	0	3.418
Si	5.469	0	3.418
Si	2.7345	2.7345	3.418
Si	8.2035	2.7345	3.418
Si	0	5.469	3.418
Si	5.469	5.469	3.418
Si	2.7345	8.2035	3.418
Si	8.2035	8.2035	3.418
Si	1.3627	1.4183	4.7826
Si	6.7904	1.3906	4.7864
Si	4.1113	4.0789	4.7621
Si	9.6126	4.1184	4.8372
Si	1.3951	6.8428	4.8902
Si	6.8133	6.8542	4.7274
Si	4.0433	9.612	4.8775
Si	9.6387	9.4984	4.6707
Si	2.6706	0.1326	6.2805
Si	8.1913	-0.1075	5.8912
Si	0.1184	2.8413	6.2472
Si	5.4618	2.7597	6.233
Si	2.7859	5.3763	6.2246
Si	8.249	5.5698	6.1152
Si	0.0762	8.3714	6.2352
Si	5.4692	8.1821	6.1648
Si	3.7063	1.8632	7.5898
Si	9.696	1.1469	7.0716
Si	1.987	3.6165	7.6765
Si	6.4473	4.6536	7.288
Si	4.6305	6.3167	7.3529
Si	9.134	7.4495	7.2438
Si	0.6552	10.4291	7.425
Si	7.362	9.0717	7.2291
O	7.1449	4.1922	9.0515
O	7.2586	9.1786	8.9197
O	9.2842	7.4059	8.9323
O	0.8838	10.4933	9.0791
O	4.1928	1.4702	9.1504
O	1.8486	3.9584	9.3234
O	8.3497	1.8449	7.9242
O	4.2355	6.5173	8.9477
O	8.2792	8.2585	22.6597
O	8.568	2.3036	22.6187
O	6.0695	5.6583	22.4517
O	2.7914	2.5671	22.1816
O	10.4005	9.9874	22.3826
O	0.1704	3.6766	18.2887
O	2.6411	8.6308	22.3526
O	5.5512	-0.4874	22.5445
Si	7.0772	5.2288	10.5047
Si	-1.2989	3.9054	11.222
Si	3.2856	7.2485	10.0276
Si	3.1815	13.5199	15.8209
Si	-1.3265	12.2447	12.7435
Si	-0.2357	5.2642	21.0266
Si	6.3653	10.31	21.1389
Si	9.0579	-1.6389	21.6815
Si	6.2649	-7.9374	15.1915
Si	1.4579	-1.4688	10.1968
Si	7.8356	2.559	9.261
Si	5.7949	0.7346	18.5907
Si	-1.691	2.5327	21.1472
Si	7.7348	5.0341	17.0825
Si	6.9039	3.2506	19.4021
Si	1.5181	4.7529	10.7232
Si	5.244	5.2632	21.1095
Si	3.4448	-0.2119	16.8611
Si	5.2154	3.7584	12.4423
Si	9.8659	-1.408	11.8081
Si	-3.4942	11.24	14.5389
Si	5.1033	-1.6882	14.5828
Si	2.577	3.8917	21.2473
Si	1.6671	3.0171	18.4632
Si	-0.8066	10.3805	14.6607
Si	8.0558	8.0546	9.8204
Si	5.021	8.0297	19.573
Si	13.2668	9.1687	20.8495
Si	10.7481	-5.685	17.9755
Si	5.2155	7.0223	16.6129
Si	5.1356	12.2875	10.4823
Si	11.6063	11.5803	20.0327
Si	4.0302	9.6337	11.6648
Si	-0.2044	8.8544	19.3856
Si	2.5246	4.3364	13.5814
Si	2.1989	6.2783	16.0112
Si	1.0466	8.9485	16.7333
O	2.2018	-2.6636	9.3449
O	6.1694	8.877	20.3659
O	9.2136	2.8738	10.0307
O	-0.2683	10.4896	19.278
O	1.0988	8.3257	20.2027
O	-2.8409	2.3012	20.0055
O	2.4171	2.9683	14.4382
O	-0.1163	4.9057	10.7571
O	-1.0173	2.8861	12.4561
O	9.5597	4.1217	21.047
O	5.7531	4.7606	11.2619
O	14.5677	8.7874	19.9552
O	3.7263	-5.969	21.6132
O	9.9155	9.2977	13.4287
O	5.9013	3.8853	20.5196
O	5.1262	8.0036	17.9317
O	8.6952	-11.2408	15.4126
O	9.3473	-5.4872	17.1033
O	13.1661	-1.1238	17.4534
O	13.559	3.6046	19.6482
O	2.0065	5.5553	14.5413
O	5.7866	11.5084	20.2125
O	6.6145	-4.7534	16.7869
O	10.6158	1.6369	20.9145
O	-2.5908	4.8779	11.4416
O	4.2522	-2.7899	10.99
O	2.378	6.1323	10.797
O	12.8014	-0.1713	20.8537
O	7.0318	6.7802	10.096
O	22.1107	-2.0595	11.0903
O	4.0674	4.6367	13.1618
O	4.7319	14.0528	15.7414
O	-0.0318	-2.5926	17.8272
O	6.0854	13.261	18.3354
O	-0.5477	6.3002	22.2474
O	2.5114	14.2294	17.1094
O	-2.9602	-0.4479	21.3678
O	5.0808	10.7719	11.099
O	1.1091	5.7602	17.1178
O	-4.4619	10.008	14.139
O	1.1461	4.5761	21.5367
O	-4.0836	-0.2618	17.8526
O	-8.4042	10.1555	11.2247
O	6.6441	1.4275	15.3776
O	3.7747	6.1872	16.5129
O	4.2963	11.2995	18.1039
O	6.3147	3.4017	13.5882
O	5.4013	7.7425	15.1355
O	0.2777	9.9421	15.7272
O	12.7028	7.834	15.7943
O	-0.3443	11.803	13.9741
O	6.6937	1.7306	10.0455
O	-0.2375	-5.0185	19.5019
O	-2.8849	22.9188	13.198
O	5.1785	6.4719	20.0335
O	1.7745	4.024	12.1614
O	-6.5457	9.9237	15.8467
O	9.4197	-2.4437	20.2823
O	-3.5327	3.8847	15.9541
O	-6.7929	9.3729	13.2614
O	4.6965	2.4079	11.6582
O	2.8924	1.0035	15.9454
O	9.8448	0.2267	11.5069
O	8.5612	8.7388	11.2033
O	7.5252	4.5044	18.5961
O	1.3985	12.4026	18.8305
H	-3.1814	0.0471	17.6761

Results
free energy: -51817.104 eV
free energy less fixed offsets of H -15.86, O -447.96, Si -113.29 eV per atom: -0.954 eV
gap between the highest filled and lowest empty level on this k mesh: 1.056 eV

The program warned: the cutoff lies below the one the program advises for these potential files; the forces do not sum to zero within the program's tolerance; the exchange-correlation potential is rough where the density is thin.
